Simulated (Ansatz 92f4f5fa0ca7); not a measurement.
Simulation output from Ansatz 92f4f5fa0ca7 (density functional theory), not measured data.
Periodic cell of 189 atoms, Si117O72, from a study of silicon, its oxide and their interface. The atomic structure is a simulated model.

Settings
functional: PBE
potential files: Ansatz PAW
basis: plane waves
wave-function cutoff: 700 eV
density cutoff ratio: 5
exchange-correlation grid ratio: 2
k mesh: 2 x 2 x 1, shifted by 0.5 0.5 0.5 of a step
self-consistency stop: 5e-08 eV per atom in the density residual
occupations: Fermi-Dirac, 0.05 eV
spin: none
net charge: 0

Cell vectors (angstrom)
a, 11.5983, 0, 0
b, 0, 11.5983, 0
c, -1.4841, 1.2921, 24.4605

Atoms and the computed forces on them: element, x, y, z (angstrom), force x, y, z (eV/angstrom)
Si, 12.0687, 12.7886, -0.0592, -0.1146, 0.0927, -0.3073
Si, 12.1806, 4.2779, 0.5099, 0.1328, -0.0215, -0.375
Si, 12.3345, 7.3377, 0.2516, 0.033, -0.0662, -0.2479
Si, 4.321, 11.0406, -0.0727, -0.1694, 0.0547, -0.2379
Si, 4.2585, 4.7821, 0.1734, -0.0717, 0.1927, -0.3995
Si, 4.4278, 7.8596, 0.6237, -0.039, -0.1452, -0.451
Si, 8.1466, 11.64, 0.3584, 0.1565, 0.3476, 0.2498
Si, 8.455, 4.6688, 0.1585, -0.0445, -0.4153, -0.0437
Si, 8.5267, 8.5923, 0.3313, -0.1846, -0.2104, 0.2538
Si, 2.4128, 11.9106, 1.1988, -0.0045, -0.0048, 0.0847
Si, 2.5535, 4.2511, 1.7217, 0.0436, 0.0912, -0.1297
Si, 2.4573, 7.9346, 1.7942, -0.2721, -0.0739, -0.1258
Si, 6.0931, 11.9706, 1.428, 0.0457, -0.1862, -0.1759
Si, 6.3457, 4.3712, 1.3717, -0.0034, 0.1409, -0.2914
Si, 6.4767, 7.9963, 1.6629, 0.3494, 0.1572, -0.4768
Si, 10.2608, 12.2071, 1.4243, -0.2781, -0.0809, -0.2919
Si, 10.1992, 4.3595, 1.6995, -0.0445, 0.0172, -0.1405
Si, 10.4302, 8.0432, 1.5687, 0.2104, -0.0447, -0.3715
Si, 2.5603, 2.1904, 2.8147, 0.025, -0.1953, -0.0098
Si, 2.4962, 6.0834, 3.1602, 0.0235, -0.0543, 0.2752
Si, 2.3808, 10.059, 2.8497, -0.0199, 0.1204, 0.0395
Si, 6.2546, 2.392, 2.7548, 0.0675, -0.1703, -0.1693
Si, 6.4057, 6.092, 2.9992, -0.0283, 0.0579, 0.0164
Si, 6.3295, 10.0447, 2.8783, 0.011, 0.0559, 0.426
Si, 10.1554, 2.3875, 2.941, -0.0065, -0.1264, 0.1137
Si, 10.243, 6.2337, 3.0476, -0.0242, 0.0707, 0.124
Si, 10.3318, 10.1363, 2.7825, 0.1239, 0.0891, 0.2956
Si, 0.5769, 2.3139, 4.2073, 0.0134, -0.0012, -0.1164
Si, 12.1378, 6.1405, 4.4318, 0.0694, 0.0517, 0.0464
Si, 0.5466, 10.0953, 4.3294, -0.163, 0.0092, -0.2823
Si, 4.4318, 2.3134, 4.2567, -0.1651, 0.0395, 0.017
Si, 4.4805, 6.1467, 4.3938, -0.0321, -0.0095, 0.0363
Si, 4.363, 10.0323, 4.2654, 0.2088, 0.0626, -0.3589
Si, 8.1884, 2.3343, 4.229, 0.0729, -0.0434, -0.0415
Si, 8.3101, 6.1713, 4.3683, -0.0182, -0.0775, 0.0302
Si, 8.349, 10.0753, 4.2258, -0.1112, 0.0095, -0.3039
Si, 12.1554, 12.0517, 5.6526, 0.0305, -0.0231, -0.0128
Si, 12.1617, 4.1675, 5.7013, 0.0038, -0.0606, 0.0649
Si, 12.1514, 8.1327, 5.6753, 0.0041, 0.0184, 0.0066
Si, 4.432, 11.9847, 5.6222, 0.0334, -0.0783, -0.0242
Si, 4.4268, 4.2043, 5.7158, 0.0481, -0.0153, 0.0185
Si, 4.4179, 8.1142, 5.6873, -0.0609, 0.0222, 0.022
Si, 8.2969, 12.0104, 5.6047, 0.0006, -0.0863, -0.1153
Si, 8.2972, 4.2245, 5.6904, -0.0157, 0.1169, -0.0312
Si, 8.3086, 8.1358, 5.6554, -0.0651, 0.0207, -0.0634
Si, 2.5006, 12.0321, 7.0035, 0.0139, 0.0941, -0.0762
Si, 2.4841, 4.2116, 7.083, -0.0575, 0.0625, 0.0297
Si, 2.4664, 8.1162, 7.0453, -0.0084, -0.0461, -0.0229
Si, 6.3797, 11.982, 6.9718, 0.0207, -0.0405, -0.0224
Si, 6.3772, 4.233, 7.0636, -0.0369, -0.0179, 0.0363
Si, 6.3768, 8.103, 7.0291, 0.0503, 0.0438, -0.0098
Si, 10.2146, 12.0616, 7.0044, -0.0449, 0.0537, 0
Si, 10.2318, 4.2056, 7.0774, -0.0113, -0.1387, 0.0274
Si, 10.2299, 8.0882, 7.039, 0.0661, -0.0546, 0.0798
Si, 2.5567, 2.2969, 8.4677, -0.0623, -0.03, 0.1679
Si, 2.4036, 6.1772, 8.4208, 0.1548, 0.0583, -0.0285
Si, 2.455, 10.0934, 8.3284, 0.0772, -0.0641, 0.0174
Si, 6.4511, 2.2833, 8.3852, -0.093, -0.044, 0.0325
Si, 6.3405, 6.1663, 8.4432, -0.0368, -0.0389, 0.0715
Si, 6.3935, 10.0621, 8.3203, -0.0614, 0.0368, 0.0161
Si, 10.179, 2.3219, 8.5001, 0.1371, 0.0373, 0.1706
Si, 10.307, 6.1411, 8.4587, -0.091, 0.1407, 0.0094
Si, 10.2172, 10.0849, 8.2799, -0.0246, -0.0443, 0.0223
Si, 12.1742, 2.336, 9.8081, -0.0436, 0.1777, -0.0817
Si, 12.2008, 6.2185, 9.978, -0.1363, -0.1618, 0.3091
Si, 12.0987, 10.0946, 9.6715, 0.0328, 0.0066, -0.0822
Si, 4.5806, 2.3125, 9.7819, 0.0692, 0.038, -0.179
Si, 4.3126, 6.1806, 9.773, -0.0809, -0.0506, -0.15
Si, 4.4282, 10.071, 9.6034, 0.0197, 0.0466, -0.3634
Si, 8.242, 2.2648, 9.9422, 0.0592, 0.0296, 0.2043
Si, 8.3415, 6.0886, 9.7635, 0.0735, -0.2317, -0.0994
Si, 8.3326, 10.0818, 9.6662, 0.0378, 0.0616, -0.2002
Si, 12.0773, 11.959, 11.0727, -0.1738, 0.009, 0.3626
Si, 12.3041, 4.1546, 11.3641, -0.0648, -0.1606, 0.1804
Si, 12.0838, 8.3512, 11.2321, -0.0222, 0.0295, 0.2189
Si, 4.5434, 11.9018, 11.0268, 0.1696, -0.0565, 0.2838
Si, 4.5059, 4.2516, 11.1494, 0.0166, 0.0477, 0.0624
Si, 4.2707, 8.2197, 10.9868, -0.0743, 0.0163, 0.1828
Si, 8.3152, 11.8045, 11.2641, 0.0106, 0.018, 0.2521
Si, 8.3289, 4.2625, 11.3419, 0.0214, 0.0557, 0.1574
Si, 8.2675, 8.1203, 10.8894, -0.0544, 0.0787, 0.1419
Si, 2.5197, 11.9704, 12.1535, 0.1345, -0.0361, 0.4123
Si, 2.7586, 3.4911, 12.6254, 0.0966, 0.0133, 0.2012
Si, 2.4833, 8.9166, 12.4474, 0.114, 0.1972, 0.5389
Si, 6.3546, 11.2337, 12.4989, -0.0429, -0.1378, 0.3056
Si, 6.3468, 5.0211, 12.5228, -0.1223, 0.073, 0.3277
Si, 6.2926, 8.1629, 12.1158, -0.0854, -0.0248, 0.4708
Si, 10.258, 12.0678, 12.7057, -0.0427, 0.2521, 0.0354
Si, 10.3119, 3.6761, 12.6457, -0.0093, -0.221, -0.2478
Si, 9.973, 8.207, 12.4649, -0.006, -0.4431, 0.1056
Si, 3.997, 5.7705, 16.9912, -0.0162, 0.2171, 0.3892
Si, 3.4595, 3.9602, 19.1282, -0.048, -0.0407, -0.212
Si, 0.0909, 9.5807, 21.832, 0.0193, -0.1995, -0.4054
Si, 10.7297, 12.7334, 18.7263, 0.0354, 0.084, -0.1575
Si, 9.8052, 10.0169, 15.0379, 0.0924, 0.0414, 0.5088
Si, 6.4939, 3.4683, 19.5424, 0.0261, -0.1147, -0.351
Si, 2.0769, 7.0342, 14.9131, 0.055, 0.134, 0.4682
Si, -2.2662, 3.6567, 19.2163, 0.0597, 0.1529, -0.255
Si, 3.9786, -0.621, 17.0809, -0.034, -0.0818, 0.1814
Si, 5.6295, 0.9227, 15.2412, -0.1107, -0.1149, 0.3902
Si, 4.0204, 8.3601, 18.4566, 0.0219, -0.0962, -0.1473
Si, -2.3233, 8.5947, 20.2179, 0.1984, -0.2612, -0.284
Si, 6.8741, 7.6866, 22.0625, 0.0472, 0.0315, -0.3864
Si, 2.4693, 11.538, 21.5325, 0.0217, -0.0745, -0.3513
Si, 2.1823, 12.8017, 18.5858, 0.0155, 0.0231, -0.1759
Si, 9.703, 13.2551, 21.4303, 0.1459, 0.1686, -0.4164
Si, 1.8669, 7.3496, 20.4115, -0.1515, 0.0491, -0.402
Si, 5.0391, 9.7683, 21.012, -0.0789, 0.0308, -0.3907
Si, 11.3127, 7.7791, 16.4425, 0.0788, 0.0748, 0.4154
Si, 6.3135, 4.7967, 22.0974, 0.0368, -0.0766, -0.4439
Si, 6.467, 12.3051, 18.0442, 0.0023, -0.0499, 0.1594
Si, 4.7695, 3.8739, 14.8598, 0.0339, 0.0771, 0.35
Si, 8.902, 10.489, 17.8105, -0.0209, 0.0348, 0.1795
Si, 10.9583, 5.9181, 14.2265, -0.0781, 0.0916, 0.4565
Si, 10.9174, 6.3479, 19.22, -0.1142, -0.0196, 0.0577
Si, 7.1278, -0.0056, 22.2376, -0.1585, -0.1015, -0.5178
Si, 3.2191, 5.1295, 21.8593, 0.0183, 0.0771, -0.5303
O, 12.2468, 5.7431, -0.3311, -0.0625, 0.1533, 0.4677
O, 12.1532, 2.8496, -0.3966, 0.0583, -0.2169, 0.4261
O, -3.7881, 4.1725, 18.8606, 0.0273, -0.1209, 0.1499
O, 3.8576, 3.8601, -1.2009, 0.0634, 0.1839, 0.5041
O, 12.2289, 13.1556, 18.2862, -0.0252, -0.005, 0.0446
O, 2.8325, 4.068, 20.6469, 0.0413, 0.0844, 0.2697
O, 5.0262, 9.0527, 19.5345, 0.0335, 0.1245, 0.2938
O, 9.4098, 8.9951, 13.8303, 0.0802, -0.2034, -0.5373
O, 8.428, 12.2357, 21.5034, -0.1238, -0.0786, 0.1554
O, 8.2881, 10.1039, 0.9663, 0.0857, -0.0072, -0.2666
O, 2.8077, 12.6288, 22.7262, 0.1133, 0.0526, 0.4292
O, 5.4985, 8.5683, 22.0263, 0.0429, -0.0684, 0.2706
O, 2.5709, 11.7163, 17.4297, 0.0657, 0.0458, 0.0256
O, 10.3711, 13.3902, 22.9025, 0.1589, 0.1029, 0.4501
O, 9.3992, 14.7543, 20.7876, -0.0142, -0.1637, 0.1938
O, 10.4779, 6.6536, 15.6016, 0.0325, -0.148, -0.2919
O, 2.5194, 10.5151, 13.0302, -0.0289, -0.2745, -0.6188
O, 2.5851, 1.8449, 12.9899, 0.0169, 0.217, -0.3532
O, 6.4249, 12.1417, 13.8859, 0.0647, -0.1538, -0.2857
O, 3.356, 4.169, 14.0498, -0.2128, -0.1579, -0.2288
O, 7.177, 7.3659, 23.6714, -0.0772, -0.1191, 0.2435
O, 6.6691, 1.1642, 16.4902, -0.1031, -0.0012, -0.2658
O, 6.3333, 6.6754, 12.9344, 0.016, -0.2324, -0.4737
O, 0.7874, 6.2206, 19.9089, 0.054, 0.076, 0.1033
O, 6.7164, 6.211, 21.3663, -0.0156, -0.0168, 0.1095
O, 4.7692, 2.2734, 15.0802, -0.0057, 0.0938, -0.077
O, 5.0451, -0.067, 18.1951, -0.0018, 0.0194, -0.0609
O, 0.9818, 10.9285, 21.7687, -0.0011, 0.0221, 0.1298
O, 10.2113, 2.0791, 13.0636, -0.0256, 0.2326, -0.1937
O, -1.1839, 9.605, 20.8008, 0.1483, 0.0725, 0.2272
O, 10.3012, 11.3701, 14.2466, -0.0064, 0.0228, -0.4583
O, 3.095, 14.1393, 18.4405, 0.0173, 0.0363, 0.0392
O, 10.4614, 4.3744, 14.1498, 0.0584, 0.1284, -0.038
O, 6.4542, 1.918, 19.1075, -0.0048, 0.0554, -0.0041
O, 6.087, 4.2847, 13.985, 0.1175, 0.0787, -0.239
O, 3.0923, 6.6088, 21.1746, 0.1147, -0.1411, 0.2417
O, 11.0597, 7.3971, 17.9879, 0.0062, 0.0794, -0.2233
O, 2.4447, 12.273, 20.0869, 0.0123, -0.0853, 0.341
O, 4.5657, -0.2757, 15.6061, 0.0853, 0.1601, -0.2004
O, 10.725, 12.5703, 20.3519, -0.1079, 0.0302, 0.1867
O, 1.0025, 6.0427, 14.1578, -0.0838, -0.0879, -0.1733
O, 7.6805, 11.3301, 18.455, 0.053, -0.0176, -0.0693
O, 10.381, 4.8556, 18.8675, 0.0156, -0.0163, 0.0514
O, 2.6971, 8.0603, 13.8394, -0.1378, 0.0909, -0.3035
O, 8.9181, 9.1094, 18.7, 0.0123, 0.0746, 0.0183
O, 7.9852, 11.4994, -1.296, -0.0411, 0.0557, 0.381
O, 6.0836, 11.0355, 21.0932, 0.159, 0.0734, 0.2965
O, 12.9043, 7.725, 16.168, -0.0075, -0.0388, -0.2918
O, 3.8043, -2.2266, 17.198, 0.0179, 0.118, 0.0175
O, 1.0702, 8.3484, 21.4055, -0.0144, 0.0526, 0.1809
O, 4.9371, 4.6001, 16.3413, -0.0219, -0.2078, -0.4264
O, 2.9416, 5.1109, 18.0772, 0.0627, -0.0616, -0.0525
O, 9.7175, 13.9547, 18.2919, 0.0274, -0.0048, 0.0863
O, -1.7729, 7.0538, 20.1984, -0.0006, 0.1132, 0.0885
O, 4.3411, 9.3642, -0.1407, 0.0706, 0.147, 0.041
O, 6.2891, 9.6105, 13.0109, 0.1289, 0.2362, -0.537
O, 6.6695, 3.5316, 21.1584, -0.0388, 0.0738, 0.2533
O, -3.6136, 8.5133, 21.1981, -0.2186, -0.0147, 0.2987
O, 4.721, 4.8189, 22.3632, -0.0527, 0.0361, 0.1799
O, -0.5125, 9.4933, 23.3348, -0.0812, -0.0317, 0.1552
O, 3.5662, 10.3216, 21.4251, -0.0014, 0.0103, 0.1375
O, 10.9398, 9.2959, 15.9835, -0.0782, 0.0401, -0.215
O, 8.5536, 3.376, -0.9244, -0.0216, 0.354, 0.2954
O, 8.9282, 9.004, -1.2538, -0.0961, -0.2789, 0.5245
O, 2.5502, 8.1199, 19.1386, -0.0772, -0.0322, 0.1749
O, 4.2846, 6.415, -0.2903, 0.0962, 0.0541, 0.4628
O, 3.3258, 6.351, 15.6468, -0.101, -0.0436, -0.2261
O, 10.2305, 6.6314, 12.9553, 0.0093, 0.2159, -0.0861
O, 5.087, 4.192, 19.1723, -0.0047, -0.0072, 0.0892
O, 10.286, 11.3501, 17.9918, -0.0546, 0.0027, 0.0465
O, 8.6414, 10.2743, 16.1911, 0.1053, -0.0134, -0.3403
O, 4.7024, 7.0023, 17.8283, -0.0797, -0.11, -0.0681

Results
free energy: -115334.130 eV
free energy less fixed offsets of O -569.03, Si -635.61 eV per atom: 2.400 eV
pressure: -0.22 GPa
stress xx, yy, zz, yz, xz, xy (GPa, positive in tension): -0.83, 0.82, 0.69, 0.08, 0.11, 0.6

The program warned: the cutoff lies below the one the program advises for these potential files.
